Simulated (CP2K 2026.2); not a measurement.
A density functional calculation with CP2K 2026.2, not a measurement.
Periodic cell of 445 atoms, Si320O125, from a study of silicon, its oxide and their interface. The atomic structure is a simulated model.
Doubt: the forces sum to 3.14 eV/angstrom along one axis rather than to zero, so they err by at least 0.0070 eV/angstrom per atom on average; the grid cutoff is modest.

Settings: functional PBE; method Gaussian and plane waves; basis set DZVP-MOLOPT-SR-GTH; pseudopotentials GTH-PBE; grid cutoff 350 Ry, relative cutoff 50 Ry; k points Gamma only; occupations fixed; spin none; net charge 0.

Cell vectors (angstrom)
a 15.3866 0 0
b 0 15.3866 0
c 0.0433 -3.9565 33.1225

Atoms and the computed forces on them: element, x, y, z (angstrom), force x, y, z (eV/angstrom)
Si 15.3905 9.8865 28.3594 -0.0173 -0.2005 0.7859
Si 0.0522 -2.3914 28.4925 -0.0425 0.0966 0.7754
Si 0.0596 2.2556 28.3616 -0.0792 -0.2017 0.8127
Si 15.3719 5.3984 28.2724 -0.0367 0.2427 0.79
Si 3.8958 8.8178 28.5451 -0.1508 -0.1155 0.6846
Si 3.9395 -1.7414 28.4552 -0.0814 -0.1328 0.7029
Si 3.8212 1.4242 28.2367 0.0815 0.2751 0.7334
Si 3.9 6.4245 28.5861 -0.2219 0.1639 0.6478
Si 7.7169 9.252 28.4792 -0.0869 0.2241 0.8182
Si 7.7893 -1.717 28.4381 -0.0522 -0.2007 0.7886
Si 7.8174 1.4353 28.3453 -0.1436 0.2243 0.772
Si 7.4497 6.1254 28.3476 0.1535 -0.388 0.7288
Si 11.4365 9.8691 28.381 0.1567 -0.2137 0.7518
Si 11.5205 -2.3878 28.3921 0.1143 0.2151 0.7948
Si 11.4945 2.1931 28.4031 0.1205 -0.1704 0.8101
Si 11.414 5.3165 28.3393 0.0549 0.2129 0.7379
Si 1.938 9.5193 29.6679 -0.0071 -0.0032 -0.0148
Si 1.9921 -2.06 29.7465 -0.0102 0.0237 -0.018
Si 1.9708 1.8592 29.6568 -0.0079 -0.0013 -0.0036
Si 1.9049 5.7295 29.6234 0.0113 -0.039 -0.0227
Si 5.7718 9.514 29.7711 -0.0094 -0.0024 -0.0692
Si 5.8501 -1.9818 29.7484 0.0066 0.0127 -0.0391
Si 5.7919 1.8537 29.5222 -0.0006 -0.0104 -0.0852
Si 5.7267 5.8127 29.889 -0.0084 0.0147 -0.0148
Si 9.61 9.5441 29.8045 0.0047 0.0007 -0.0336
Si 9.6658 -2.0248 29.7823 0.019 -0.0053 -0.0357
Si 9.6301 1.8294 29.7721 0.0247 0.0033 -0.0343
Si 9.4614 5.6237 29.5925 -0.0003 0.0096 -0.0145
Si 13.4295 9.5566 29.6353 0.0167 0.023 -0.0488
Si 13.4601 -2.0729 29.7047 0.0058 -0.0007 -0.0543
Si 13.4819 1.8846 29.6318 0.0104 0.0116 -0.0877
Si 13.4127 5.6689 29.5919 -0.0003 -0.0213 -0.0309
Si 1.993 11.4112 31.0873 -0.0288 0.0241 0.0166
Si 1.9116 -0.0762 31.0314 -0.0146 -0.0039 0.0207
Si 1.987 3.7951 31.0046 -0.0182 -0.0004 0.0079
Si 1.8542 7.613 31.0588 0.0315 0.0049 -0.0457
Si 5.7718 11.4668 31.0741 0.0306 0.0157 0.0198
Si 5.8057 -0.0137 31.0351 -0.0027 0.0162 0.0484
Si 5.7628 3.7452 30.9918 0.0133 -0.034 -0.0091
Si 5.8018 7.6856 31.2498 -0.0341 0.0097 0.0327
Si 9.5842 11.4573 31.1499 -0.0101 0.0012 0.0409
Si 9.6892 -0.0907 31.1148 0.0175 0.0053 0.0389
Si 9.5277 3.7766 31.0655 0.0137 -0.0096 0.0294
Si 9.6147 7.5425 31.0347 -0.0029 -0.0079 0.0089
Si 13.4411 11.4223 31.0944 0.0016 -0.0056 0.0619
Si 13.4752 -0.0763 30.9784 -0.0001 0.0011 0.0127
Si 13.4577 3.7843 31.0323 -0.0074 0.0055 0.0544
Si 13.44 7.6008 30.9653 0.008 -0.0021 0.0011
Si 15.4043 11.4344 32.4064 -0.0003 0.0094 -0.0208
Si 15.3768 -0.0791 32.3831 0.0298 -0.0088 -0.0002
Si 15.4115 3.7763 32.3626 0.0028 -0.0143 -0.0221
Si 15.3309 7.6072 32.4026 -0.0186 -0.0097 0.0129
Si 3.8759 11.4565 32.4637 -0.0145 -0.0084 0.0089
Si 3.8576 -0.0568 32.3848 0 -0.0041 -0.0295
Si 3.8687 3.7665 32.3994 -0.003 0.0314 0.0067
Si 3.7916 7.6344 32.4491 0.0479 0.0155 0.0325
Si 7.6654 11.4586 32.4736 0.0033 0.0063 0.0134
Si 7.7173 -0.0587 32.4205 -0.0088 -0.0001 -0.0043
Si 7.641 3.7569 32.4305 0 0.0089 0.0144
Si 7.7542 7.621 32.5004 -0.0028 -0.0041 0.0006
Si 11.5339 11.444 32.4661 0.0047 0.0072 -0.0219
Si 11.6078 -0.0769 32.4327 -0.014 -0.0076 0.0045
Si 11.5142 3.7821 32.3817 0.009 -0.0152 -0.0123
Si 11.5454 7.5791 32.3818 0.0056 -0.0034 -0.008
Si 15.3724 13.4717 11.5722 0.0034 -0.0061 0.0027
Si 15.3302 1.9646 11.5334 0.0049 -0.0032 -0.0032
Si 15.3318 5.8127 11.5581 0.0013 -0.0108 -0.0058
Si 15.3608 9.6494 11.5649 0.0084 -0.0082 -0.0098
Si 3.8214 13.4858 11.5866 0.011 0.0201 -0.0016
Si 3.8397 1.9832 11.5447 -0.0084 0.01 -0.0053
Si 3.8026 5.8196 11.5483 0.0033 -0.0011 -0.0099
Si 3.8189 9.6702 11.5803 -0.0035 -0.0084 -0.0068
Si 7.6345 13.4817 11.5719 -0.0068 -0.0104 -0.0042
Si 7.6325 1.9436 11.5635 0.0067 -0.0005 -0.0007
Si 7.6377 5.7913 11.5381 -0.0023 0.0059 -0.0098
Si 7.6197 9.6328 11.567 0.0021 -0.0061 -0.008
Si 11.5017 13.4763 11.5406 -0.0062 -0.001 -0.0037
Si 11.5007 1.9649 11.5258 -0.0071 0.0007 0.0036
Si 11.493 5.7966 11.5227 0.0007 0.0164 -0.0119
Si 11.5159 9.6345 11.5395 0.0045 0.0005 -0.0229
Si 1.9094 13.5114 12.9608 -0.0168 -0.0045 0.0237
Si 1.8914 2.0106 12.8441 -0.0038 -0.0055 -0.0303
Si 1.8768 5.8089 12.9035 -0.0065 0.0202 0.0127
Si 1.8964 9.7227 12.9328 -0.0237 -0.0086 0.0237
Si 5.7312 13.4563 12.9788 0.0062 0.0088 -0.0031
Si 5.73 1.9583 12.9658 0.005 -0.0051 0.0266
Si 5.7242 5.8517 12.9086 -0.0021 -0.0112 -0.0134
Si 5.7161 9.6589 12.99 0.0042 0.0083 0.0097
Si 9.5748 13.4939 12.8976 0.0028 0.029 0.0091
Si 9.5799 1.9364 12.8826 -0.0004 0.0032 -0.0124
Si 9.5717 5.7299 12.8715 -0.0135 -0.0175 -0.001
Si 9.5766 9.5831 12.8586 -0.0138 -0.0051 -0.0025
Si 13.4273 13.4201 12.8941 0.0011 -0.0008 -0.0095
Si 13.4074 1.9855 12.8992 0.0115 -0.008 0.017
Si 13.3913 5.84 12.907 0.0068 -0.0156 -0.007
Si 13.4354 9.6131 12.9207 0.0082 -0.0007 0.006
Si 1.9543 0.1321 14.2115 0.0095 0.004 -0.0361
Si 1.8256 3.8779 14.2619 -0.0071 -0.002 -0.0137
Si 1.8954 7.7641 14.2117 0.0058 0.0077 -0.0512
Si 1.9053 11.6172 14.3893 0.0184 -0.0071 -0.0255
Si 5.7434 -0.0025 14.325 -0.0061 0.0063 -0.0237
Si 5.7116 3.9503 14.2601 -0.0074 0.0049 -0.0342
Si 5.7452 7.731 14.351 -0.0099 -0.0248 -0.0052
Si 5.7009 11.5553 14.4156 -0.0223 0.0179 -0.0154
Si 9.6031 0.0442 14.2658 0.0174 0.01 -0.0246
Si 9.5579 3.8237 14.272 -0.0012 -0.0278 -0.0295
Si 9.5879 7.6368 14.2031 0.0263 0.024 -0.012
Si 9.563 11.5169 14.1655 0.0195 -0.0249 -0.0122
Si 13.4377 -0.0057 14.1572 0.004 -0.0019 -0.0491
Si 13.3673 3.9395 14.2611 -0.0095 0.0032 -0.0304
Si 13.3894 7.7254 14.3372 -0.0001 -0.0288 0.0033
Si 13.4544 11.5012 14.3023 0.0051 0.0307 -0.0052
Si 15.3723 0.1733 15.4444 -0.0152 0.0262 0.0192
Si 15.2696 4 15.6286 0.0088 0.0059 0.0345
Si 15.3823 7.7922 15.5902 0.0137 0.0212 0.0322
Si 15.3262 11.6469 15.7447 0.0066 0.0186 0.0562
Si 3.805 0.0888 15.6878 0.0158 -0.0017 0.0456
Si 3.7663 3.9188 15.586 0.0013 0.0008 0.034
Si 3.7697 7.7596 15.6395 -0.0125 0.0275 0.0535
Si 3.8084 11.6261 15.8781 -0.0317 0.0259 0.0686
Si 7.6941 0.0189 15.6629 0.0078 -0.002 0.0383
Si 7.6281 3.9126 15.6279 -0.0199 -0.0035 0.0326
Si 7.733 7.679 15.644 -0.0082 -0.0256 0.0836
Si 7.7162 11.4511 15.632 -0.0069 0.0162 0.0659
Si 11.5797 -0.0674 15.5676 -0.0055 -0.0245 0.015
Si 11.4664 3.8207 15.6612 -0.011 -0.0377 0.0173
Si 11.4279 7.6212 15.6819 0.0484 -0.0466 0.0441
Si 11.4604 11.3758 15.532 0.0138 0.0574 0.0298
Si 0.2234 -1.6381 16.843 -0.1482 -0.2115 -0.7063
Si 14.9682 2.0315 16.8315 0.0878 0.0705 -0.7322
Si 0.2678 5.9307 16.9685 -0.1778 -0.1094 -0.7857
Si 0.3115 9.6558 16.9773 -0.2305 0.1574 -0.7848
Si 3.3628 -1.7361 17.1163 0.3364 -0.162 -0.7498
Si 4.1436 2.0531 16.951 -0.2414 -0.0357 -0.78
Si 3.4052 5.8213 16.8995 0.1679 0.0237 -0.8083
Si 3.4609 9.602 17.0806 0.2909 0.0891 -0.7779
Si 8.1354 -1.9945 16.8306 -0.3372 0.0416 -0.7927
Si 7.2957 2.0029 16.9279 0.1989 -0.1207 -0.7351
Si 8.0058 5.787 17.0305 -0.1829 -0.0176 -0.7804
Si 8.3769 9.5501 16.891 0.2088 0.0653 -0.6191
Si 11.2915 13.3064 16.7728 0.2689 0.0695 -0.7666
Si 11.8527 1.8399 16.892 -0.1219 0.0216 -0.7055
Si 11.1511 5.6978 17.0586 0.1916 0.0314 -0.7677
Si 10.7862 9.5334 16.8698 -0.0675 -0.026 0.0026
Si 1.2183 8.3953 23.9177 -0.0325 0.1026 0.091
Si 1.8486 2.3139 19.0828 0.0685 0.0487 -0.1646
Si 15.3426 10.7237 22.3762 0.0131 -0.0119 -0.0464
Si 14.2044 10.3817 19.5098 0.0638 -0.0755 -0.0425
Si 1.373 -1.8306 21.7951 0.0004 -0.0425 -0.0361
Si 4.035 -1.704 20.1903 -0.026 0.0579 -0.0247
Si 13.495 5.7209 19.2558 -0.1401 0.0634 -0.0613
Si 8.2155 8.431 22.6133 0.0892 0.0557 -0.0816
Si 8.3109 2.2055 25.3532 0.0095 -0.0445 0.0776
Si 4.538 8.7514 19.9531 -0.006 -0.0227 -0.2561
Si 1.0657 2.9133 23.5699 0.0367 0.0134 -0.023
Si 6.0443 12.4147 24.0913 -0.0063 0.0683 0.0024
Si 13.6015 -2.0865 18.9193 -0.0518 0.0092 -0.1921
Si 3.4777 -2.9508 25.7131 0.1752 0.0277 0.0833
Si 13.5999 2.8421 23.7747 -0.1073 -0.0006 0.0488
Si 5.3454 7.9319 23.7959 -0.1202 -0.1148 0.121
Si 3.5293 9.458 25.4925 0.0931 -0.0567 0.0876
Si 5.6397 5.9615 19.1667 0.0128 0.0792 -0.1302
Si 10.4539 6.6525 23.5997 0.1177 0.0474 0.0355
Si 10.8624 2.1418 21.4725 0.0517 0.0345 -0.0305
Si 11.16 9.5287 19.1875 -0.1654 -0.0406 -0.6611
Si 5.9313 11.2915 21.1112 -0.0434 -0.0034 -0.117
Si 1.9304 -0.7385 24.6192 -0.1253 0.0512 0.0084
Si 5.5237 5.7979 26.0664 0.0824 0.0581 0.2156
Si 13.6116 3.0138 20.8094 0.0597 -0.0078 0.0131
Si 5.2117 3.5746 21.254 -0.0438 0.0625 -0.1118
Si 10.7569 3.6475 24.1126 0.0507 -0.0667 0.0055
Si 7.9244 -1.0233 19.492 0.0611 -0.0342 -0.0369
Si 12.095 7.6426 21.1985 -0.0208 0.0193 -0.074
Si 12.293 -2.0402 21.5536 0.0303 -0.1019 0.0929
Si 15.0889 -0.0655 26.3779 0.0123 0.0033 0.1458
Si 7.577 -0.2535 23.5712 -0.0897 0.0304 -0.0722
Si 12.5274 10.4782 22.7061 -0.1133 -0.0343 0.0488
Si 0.5529 0.949 21.2559 -0.0614 0.0546 -0.0355
Si 2.9956 7.1831 21.8516 0.1078 0.1043 0.0957
Si 14.8539 7.6724 26.1971 0.0813 -0.0049 0.1771
Si 8.3704 9.8874 19.9495 0.0782 0.0144 -0.1425
Si 9.3511 -1.92 21.9394 0.0187 -0.0596 0.0222
Si 5.8621 0.5639 21.0398 -0.0303 -0.1104 0.0789
Si 5.7968 3.4524 24.1956 -0.0678 -0.0978 0.0686
Si 7.956 11.4372 26.1927 0.0439 0.051 0.1017
Si 9.4813 1.4327 18.9719 0.0047 0.0109 -0.1811
Si 2.2994 4.2866 21.2179 -0.0458 -0.0211 0.0113
Si 9.7468 10.9406 23.8398 0.0459 0.0239 0.031
Si 3.4626 1.9053 25.1855 -0.0131 0.0385 0.1593
Si 12.1791 0.1876 23.4223 0.1083 0.0703 0.029
Si 11.9017 -0.0936 26.328 -0.0029 -0.0363 0.1752
Si 11.6638 7.6168 26.2453 -0.0875 -0.0433 0.0657
Si 15.3293 13.4806 0.6562 0.0141 0.0135 -0.0048
Si 15.3483 1.9487 0.6292 -0.0123 -0.0108 0.0036
Si 15.3463 5.8092 0.6183 -0.015 0.0079 0.0006
Si 15.3362 9.6366 0.6348 0.0148 -0.0081 -0.0054
Si 3.7928 13.4967 0.6983 0.0086 -0.0178 0.0092
Si 3.8137 1.9804 0.6478 -0.001 -0.0021 0.0074
Si 3.8012 5.8048 0.6447 0.0126 -0.0026 0.0045
Si 3.8053 9.6455 0.6503 0.0033 0.0069 0.0048
Si 7.6731 13.5015 0.7151 -0.0169 -0.0019 0.0163
Si 7.6405 1.9747 0.6687 0.0074 -0.0031 0.0062
Si 7.6527 5.8015 0.6738 0.0031 -0.002 0.0108
Si 7.6432 9.6322 0.6828 -0.0025 -0.0102 0.008
Si 11.493 13.4571 0.6563 -0.0189 -0.0014 0.0016
Si 11.5233 1.9544 0.6731 -0.0065 0.0031 0.0117
Si 11.5077 5.8183 0.6419 -0.0004 0.009 0.0049
Si 11.5044 9.6364 0.6494 -0.0027 -0.0018 -0.0058
Si 1.8616 13.4963 2.0319 0.0021 -0.0035 0.0024
Si 1.8818 1.9635 2.0015 0.0018 0.0026 -0.0101
Si 1.8742 5.8025 2.0006 0.0018 -0.001 -0.0058
Si 1.8748 9.6417 2.0025 0.0004 0.0095 -0.0012
Si 5.7268 13.4811 2.0435 0.0038 -0.0176 0.0021
Si 5.7228 1.9669 2.031 -0.0003 0.0026 -0.005
Si 5.72 5.7963 2.0205 0.0011 -0.0016 -0.0026
Si 5.7167 9.652 2.0314 0.0051 0.0222 0.0058
Si 9.5955 13.4949 2.0523 -0.0038 -0.0073 0.0025
Si 9.5811 1.9641 2.0158 0.0042 0.0061 0
Si 9.5877 5.8043 2.0178 -0.0033 -0.0007 0.0014
Si 9.582 9.6337 2.0198 -0.0053 0.0071 0.0039
Si 13.4144 13.484 2.0224 -0.0027 -0.0233 -0.008
Si 13.4429 1.9459 2.0255 -0.0027 0.0018 -0.0039
Si 13.4319 5.8151 2.0037 -0.004 -0.0015 -0.0065
Si 13.4245 9.632 2.0147 -0.0037 0.011 0.0015
Si 1.8756 0.0412 3.3761 -0.0147 -0.0038 -0.001
Si 1.8777 3.8819 3.3696 0.0008 -0.0038 0.0018
Si 1.8764 7.723 3.3691 -0.0083 0.0012 0.0007
Si 1.8781 11.5629 3.3764 0.0134 0.0004 0.0023
Si 5.7256 0.033 3.3844 0.0003 -0.0002 -0.007
Si 5.7233 3.8824 3.394 -0.0105 0.0003 0.0035
Si 5.7221 7.7215 3.3799 0.0046 -0.0038 -0.0039
Si 5.7242 11.5653 3.4027 0.0066 0.0026 0.0078
Si 9.5884 0.0432 3.3891 0.0103 -0.0013 -0.0005
Si 9.58 3.8815 3.3825 -0.003 0.0021 -0.0014
Si 9.585 7.7205 3.3866 0.0128 0.0033 0.0015
Si 9.576 11.5577 3.3888 -0.0105 0.0018 0.0031
Si 13.4247 0.0229 3.387 -0.0023 0.0071 0.0056
Si 13.4295 3.8836 3.3699 -0.0068 0.0002 0.0021
Si 13.4264 7.7207 3.3863 0.0051 -0.007 0.0084
Si 13.4234 11.5591 3.3796 0.0065 0.0048 0.0017
Si 15.3488 0.0306 4.7473 0.0051 0.0006 0.0007
Si 15.3477 3.8801 4.7401 0.0108 0.0084 0
Si 15.3509 7.725 4.743 -0.003 0.0009 0.0024
Si 15.3464 11.5669 4.7427 -0.0006 -0.0043 0.0003
Si 3.7989 0.0324 4.7418 -0.0066 -0.0041 -0.0012
Si 3.7948 3.8781 4.7439 0.0008 0.0033 0
Si 3.7978 7.7231 4.7375 0.0034 0.0022 -0.0026
Si 3.7947 11.5694 4.749 0.0061 -0.0025 -0.0018
Si 7.655 0.032 4.74 0.0079 -0.0041 -0.0021
Si 7.6542 3.8794 4.7452 -0.0004 0.003 0.0007
Si 7.6514 7.7241 4.7357 0.0018 0.0034 -0.003
Si 7.654 11.5663 4.7512 -0.0094 -0.0082 0.0054
Si 11.5046 0.0336 4.7538 -0.0061 0.0077 0.0016
Si 11.5062 3.8767 4.7411 -0.0039 -0.0002 0.0073
Si 11.5032 7.7205 4.7496 -0.0009 0.0023 0.002
Si 11.5013 11.5626 4.7467 -0.0048 -0.0055 -0.005
Si 15.3535 13.4913 6.1071 0.0047 0.001 -0.0017
Si 15.3507 1.9554 6.1059 -0.0157 -0.0059 -0.0004
Si 15.3525 5.8023 6.103 0.0006 -0.0006 0.0027
Si 15.3485 9.6478 6.1062 0.0074 -0.0026 0.0018
Si 3.7997 13.4959 6.1067 -0.0005 -0.0092 0.0007
Si 3.7969 1.9532 6.1063 0.0024 0.0014 -0.0052
Si 3.7991 5.8026 6.1015 -0.0055 -0.0093 -0.0016
Si 3.8018 9.6442 6.1039 -0.0033 -0.0004 0.001
Si 7.6552 13.4956 6.1053 0.0008 -0.0007 -0.0016
Si 7.6534 1.9516 6.1048 -0.0066 0.0016 -0.0007
Si 7.6525 5.8057 6.1009 -0.0037 0.0104 -0.0003
Si 7.6488 9.6418 6.1054 0.0049 0.0059 -0.0015
Si 11.4971 13.4892 6.1085 0.0016 0.0034 -0.0049
Si 11.502 1.9556 6.1125 0.0104 -0.0048 0.0051
Si 11.4985 5.7978 6.1082 0.0027 0.0103 0.006
Si 11.5017 9.6437 6.1117 0.0003 0.002 0.0008
Si 1.8853 13.4958 7.4807 -0.0026 -0.0017 0.0054
Si 1.8819 1.9534 7.4809 -0.0011 0.0027 -0.0013
Si 1.8849 5.804 7.4723 0.0075 0.009 -0.0021
Si 1.8843 9.6499 7.4689 -0.0009 -0.0022 -0.0014
Si 5.7283 13.4939 7.4625 0.0021 0.0038 -0.0002
Si 5.7247 1.9492 7.4607 -0.0042 0.0031 -0.0017
Si 5.726 5.8075 7.456 0.0014 -0.0016 -0.0068
Si 5.725 9.6471 7.4662 0.0045 -0.0068 -0.0004
Si 9.5732 13.4909 7.4758 -0.0015 -0.0061 -0.0027
Si 9.573 1.9472 7.473 0.001 0.0016 0.0044
Si 9.5699 5.8008 7.4687 -0.0067 0.0006 -0.0016
Si 9.571 9.6441 7.4646 -0.0063 -0.0053 0.0005
Si 13.4261 13.4897 7.4626 -0.0071 -0.0015 -0.0037
Si 13.4297 1.9496 7.4668 0.0056 0.0122 0.004
Si 13.428 5.8048 7.459 0.01 -0.0066 0.0012
Si 13.4277 9.6473 7.4689 -0.0027 0.0006 0.0009
Si 1.8861 0.0303 8.8513 0.0006 -0.0086 0.0053
Si 1.8868 3.8837 8.8375 0 0.0006 0.0013
Si 1.8846 7.7308 8.8313 0.0003 -0.007 -0.0031
Si 1.8947 11.5674 8.8382 -0.0001 -0.0195 -0.0049
Si 5.7214 0.0272 8.828 0.0023 0.0036 0.0008
Si 5.7322 3.8806 8.8062 -0.0052 0.0021 -0.0024
Si 5.716 7.7246 8.8268 -0.0014 -0.0062 0.0003
Si 5.7334 11.5725 8.8267 -0.0047 0.001 -0.0019
Si 9.5699 0.0241 8.8448 -0.0013 -0.0004 -0.0018
Si 9.5648 3.875 8.8281 -0.0018 0.014 0.0034
Si 9.5654 7.7274 8.8291 0.0052 0.0231 -0.0018
Si 9.5672 11.5612 8.833 0.003 -0.0034 -0.0038
Si 13.4292 0.0224 8.8266 0.0001 -0.0032 -0.007
Si 13.4285 3.8801 8.8115 0.0018 -0.0023 -0.0016
Si 13.4317 7.7239 8.8264 -0.0033 -0.0024 0.0024
Si 13.4296 11.5713 8.8291 0.0054 0.009 -0.0053
Si 15.3418 0.0171 10.2056 -0.0048 0.0108 0.0048
Si 15.3384 3.8916 10.1853 0.0034 -0.0021 0.0043
Si 15.3542 7.7305 10.1946 0.012 0.0027 0.0022
Si 15.3548 11.5652 10.1925 -0.0028 -0.0051 0.0116
Si 3.8159 0.0308 10.2162 -0.0106 0.0037 0.0032
Si 3.828 3.8977 10.1798 0.0019 -0.0048 -0.0019
Si 3.8 7.7476 10.2022 -0.015 -0.0044 0.0014
Si 3.8226 11.579 10.2009 -0.0041 -0.0069 0.0067
Si 7.6325 0.0193 10.2021 0.0085 0.005 0.0025
Si 7.6345 3.8639 10.1881 0.0054 -0.0014 -0.0045
Si 7.6337 7.7209 10.1877 0.0126 -0.0077 -0.0047
Si 7.6449 11.5599 10.2039 0.0147 0.0047 -0.0007
Si 11.5092 0.0233 10.1891 -0.0063 0.0063 0.0015
Si 11.5046 3.8787 10.1625 0.0024 0.0062 -0.0019
Si 11.5005 7.7217 10.172 -0.0161 -0.0056 -0.0029
Si 11.4993 11.5584 10.1795 -0.0093 0.0061 -0.0021
O 12.2245 13.14 18.097 0.0872 -0.159 0.4329
O 4.31 7.1522 22.8133 0.0813 -0.3247 -0.182
O 14.6587 1.7774 20.6892 -0.2334 -0.0359 -0.518
O 13.217 -1.493 20.3571 0.0396 0.4707 0.1596
O 4.5236 -0.3612 20.9745 -0.2828 0.1579 0.2515
O 14.73 6.1316 18.2964 -0.0316 0.0136 0.1333
O 14.4185 11.9223 19.1074 0.3068 0.0358 -0.2299
O 1.7508 -1.7561 17.4126 -0.1885 0.1896 0.1528
O 4.0302 -1.4927 18.5815 0.4053 0.1848 0.0116
O 3.2624 2.1808 18.32 0.1702 -0.0752 0.2039
O 1.8455 5.8403 17.4223 -0.0754 0.0788 0.2327
O 5.6496 2.1225 20.7278 0.2767 0.0951 -0.1359
O 2.5516 -2.1114 20.7153 -0.1476 -0.3617 -0.2165
O 7.3996 -1.9663 18.2901 -0.6424 -0.2459 0.2104
O 9.7248 13.3084 17.2089 0.0298 0.1276 0.4306
O 5.7227 2.0227 17.4042 0.1932 0.0246 0.2852
O 10.8428 1.7286 18.1632 0.0533 0.1388 0.3827
O 9.5732 5.719 17.5535 0.0833 -0.0422 0.487
O 7.8928 9.4103 18.4695 -0.4721 -0.0402 0.0494
O 11.1061 8.0934 19.9794 -0.2688 -0.3439 -0.1578
O 9.5989 1.965 20.4933 -0.392 0.3533 0.2663
O 13.4213 1.9288 17.4106 0.1597 0.1655 0.2115
O 13.5011 -0.03 26.2606 0.058 -0.0559 -0.2908
O 12.1287 5.6445 18.3705 0.0236 0.177 0.2752
O 1.685 7.3951 22.7537 -0.4636 -0.4322 -0.0533
O 15.3927 6.3195 26.9184 0.3609 -0.0498 -0.2569
O 4.269 9.3865 18.4858 0.377 0.2334 0.0544
O 4.667 9.2986 24.3537 0.0363 0.5968 -0.0694
O 4.1287 -2.7546 27.1832 0.4554 -0.2198 0.2089
O 6.8515 -1.5813 24.1132 0.2541 -0.1318 0.2611
O 6.6665 8.2991 22.9806 0.0242 -0.0333 -0.4529
O 5.7487 7.0603 25.0926 0.4619 0.3822 -0.0064
O 8.2313 -1.9201 20.7852 -0.2523 -0.292 -0.0478
O 8.3245 8.6678 21.014 -0.0775 -0.2538 -0.0168
O 7.3106 3.2488 24.6671 0.1663 0.3777 -0.3713
O 4.3652 5.7483 18.2021 0.0873 0.0743 0.1368
O 2.2871 2.8689 24.6218 -0.1738 0.4227 0.3822
O 0.3511 -0.6545 21.3238 -0.3376 -0.1887 -0.2829
O 7.923 -2.6126 27.0905 -0.0829 0.0073 -0.183
O 15.3872 8.9639 27.0169 0.3445 0.1571 -0.2476
O 13.8837 4.2569 19.8272 0.2699 -0.1705 -0.1787
O 0.4351 -0.2155 24.9512 -0.2278 0.0182 -0.5216
O 9.3776 12.1053 22.788 -0.3439 -0.1146 -0.1148
O 11.1969 8.9302 27.0646 -0.219 0.0447 -0.404
O 2.7586 5.8098 21.0558 0.0686 0.0268 -0.6019
O 2.2203 -1.9696 25.6127 -0.2868 0.0102 0.3178
O 13.4048 1.233 23.6207 0.4104 -0.2904 -0.0651
O 3.6254 3.4254 21.5059 -0.1046 -0.5328 0.1751
O 6.7811 0.0382 19.8325 -0.1453 0.1058 -0.3813
O 5.8952 3.9203 22.6659 0.4427 0.4049 0.0256
O 8.2369 2.1659 18.2526 -0.1104 0.5254 0.5689
O 0.6311 2.0796 18.0641 0.0023 0.0216 0.2171
O 8.9835 -0.6941 22.9159 0.586 0.3621 0.0758
O 1.6735 3.7565 19.8172 -0.4351 0.4687 -0.3092
O 6.0957 11.6756 22.6655 0.1409 -0.33 0.1577
O 3.0398 0.384 24.9053 0.1591 -0.4026 -0.0049
O 11.4307 -1.4524 27.0563 -0.4076 0.0259 -0.5255
O 4.2399 6.0112 27.029 -0.5257 -0.2246 -0.3817
O 6.7035 11.4298 25.183 -0.3316 -0.2654 -0.2245
O 1.2929 4.0964 22.4747 -0.2263 0.3196 0.0084
O 11.3768 -0.0463 24.8069 -0.3226 -0.2214 0.0067
O 11.3525 1.1936 27.1245 -0.4385 0.112 -0.3967
O 5.5026 7.4408 19.83 0.3419 0.1573 0.3119
O 10.7602 -1.703 21.2121 -0.0406 0.4472 -0.5776
O 5.6161 4.7636 20.2458 0.0608 -0.0549 -0.0782
O 12.1227 2.4763 20.5247 -0.0907 -0.0224 -0.6017
O 8.0715 2.2347 26.9507 0.0232 0.6658 -0.2312
O 9.217 -0.1621 19.0208 0.4623 -0.2268 -0.2543
O 5.124 4.5665 25.1282 -0.4378 -0.0764 -0.0282
O 15.4203 3.8145 27.8398 0.0452 -0.0092 -0.6076
O 8.9932 7.0991 23.0836 -0.2487 -0.5451 -0.2697
O 1.7826 1.1749 20.2232 0.5119 -0.4048 0.1532
O 12.3122 3.4193 24.5743 0.1969 -0.0236 0.3208
O 0.2026 1.3195 27.0356 0.304 -0.1132 -0.4847
O 14.8242 9.4591 18.3427 -0.2749 -0.5695 0.3201
O 1.0245 9.8308 23.1892 0.4217 0.2364 0.0382
O 7.7049 7.698 27.9734 0.3013 -0.0572 -0.1306
O 7.7703 -0.1545 27.948 -0.0459 -0.0461 -0.4429
O 4.1153 9.1296 26.9492 0.4877 -0.0459 -0.2436
O 7.0243 5.8591 18.3319 0.1128 -0.1352 0.3795
O 3.6897 2.1602 26.7782 0.1974 0.6051 -0.1989
O 3.8543 -0.1894 27.9139 0.2032 0.1019 -0.3368
O 2.3273 8.4659 25.0901 0.1371 -0.4893 0.1786
O 1.8727 9.6449 17.4691 0.0656 -0.1401 0.5294
O 7.8105 10.1478 27.1346 0.0199 0.0446 -0.4834
O 0.095 -1.328 27.2797 0.3786 0.0758 -0.1283
O 13.6402 3.5606 22.3275 -0.1694 0.6843 0.2277
O 6.8779 5.4906 26.9356 0.122 -0.1681 -0.2338
O 11.2533 6.254 27.0141 -0.5069 -0.0328 -0.1196
O 12.4048 11.7403 21.684 0.085 -0.0219 -0.3524
O 0.0412 11.4628 27.8887 -0.0582 -0.0653 -0.1242
O 11.463 11.4368 27.8861 0.1055 0.0676 -0.1937
O 7.3876 11.0561 20.447 0.0422 0.502 -0.0089
O 11.4616 3.7439 27.8516 0.1402 0.0531 -0.5471
O 7.9475 0.7405 24.7797 0.0817 -0.326 0.2581
O 3.1685 8.3084 20.6999 -0.3523 0.1721 -0.3081
O 6.6126 0.4389 22.4695 -0.0973 0.2926 0.0918
O 0.9651 1.529 22.7159 0.1861 -0.2508 0.0877
O 4.855 2.1479 24.3905 0.0841 -0.5696 -0.4002
O 10.5695 3.3108 22.5386 -0.4307 0.2065 -0.3737
O 2.0849 -1.285 23.1264 0.3893 -0.1915 0.0778
O 13.2596 7.6526 26.1766 0.1497 -0.0383 -0.3342
O 11.1911 0.8121 22.3179 -0.2607 -0.2695 0.0357
O 11.431 6.6645 22.3013 0.0506 -0.4491 -0.123
O 15.0646 3.1263 24.4045 0.0895 0.3165 0.3598
O 11.0048 7.6351 24.7717 -0.2065 0.4603 -0.1819
O 9.9184 10.4101 19.8178 0.1224 0.4639 0.0854
O 9.8116 2.6951 25.0078 0.198 -0.2384 0.1335
O 14.0123 10.681 23.3219 0.1224 0.1192 0.5945
O 12.6132 10.1455 19.5177 -0.2455 0.215 0.1401
O 0.5359 12.2079 22.11 -0.0537 0.2171 -0.205
O 14.9386 10.0901 20.9238 0.0934 -0.5589 0.0056
O 4.5322 -2.6423 24.5352 -0.0883 0.1524 -0.2828
O 12.7189 -1.2506 22.9044 0.3317 -0.2602 0.2291
O 5.0934 12.4812 20.425 0.0174 0.0046 -0.3643
O 15.303 7.7911 24.6506 -0.2183 -0.1097 -0.4336
O 10.3636 5.1934 24.2673 -0.1274 0.1547 0.5813
O 5.1683 9.8834 20.9082 -0.2179 -0.0268 0.6468
O 9.3336 11.3749 25.3401 0.5599 0.1274 0.2879
O 8.8879 9.6597 23.4034 0.0471 0.1176 0.1791
O 2.9327 10.9425 25.5272 -0.4129 0.1804 -0.1008
O 12.478 9.0097 22.0083 0.3648 -0.0983 -0.06
O 13.2951 6.8099 20.4602 0.2745 -0.0131 0.3859
O 14.6395 -1.1767 18.0905 -0.0312 0.6032 0.3755
O 11.3376 10.6201 23.7911 0.1274 -0.1332 0.2954

Results
total energy: -89041.164 eV
total energy less fixed offsets of O -438.35, Si -107.03 eV per atom: 2.186 eV
